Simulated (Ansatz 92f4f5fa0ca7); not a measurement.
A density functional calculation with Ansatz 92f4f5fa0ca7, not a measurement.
Periodic cell of 214 atoms, Si131O81B2, from a study of silicon, its oxide and their interface. The atomic structure is a simulated model.

Settings
functional: PBE
potential files: Ansatz PAW
basis: plane waves
wave-function cutoff: 700 eV
density cutoff ratio: 5
exchange-correlation grid ratio: 1
k mesh: 2 x 2 x 1, shifted by 0.5 0.5 0.5 of a step
self-consistency stop: 5e-08 eV per atom in the density residual
occupations: fixed
spin: none
net charge: 0

Cell vectors (angstrom)
a, 10.938, 0, 0
b, 0, 10.938, 0
c, 0, 0, 31.5432

Atoms and the computed forces on them: element, x, y, z (angstrom), force x, y, z (eV/angstrom)
Si, 10.4418, 0.5765, 24.3307, -0.0382, 0.0385, -0.0634
Si, 6.0473, 10.5063, 24.1325, 0.0358, -0.0268, -0.0549
Si, 2.1335, 3.2524, 24.0667, -0.0547, 0.0268, -0.0527
Si, 8.7087, 2.2603, 24.2831, 0.0169, -0.0354, -0.0542
Si, 0.5024, 5.0579, 24.1439, 0.0321, -0.0296, -0.057
Si, 5.0563, 5.8968, 24.1828, -0.0354, 0.0161, -0.0546
Si, 3.3982, 7.653, 24.1387, 0.0381, -0.0421, -0.0582
Si, 7.836, 8.8294, 23.9855, -0.008, 0.0541, -0.0518
Si, 1.3463, 1.4856, 25.4467, 0.0008, 0.0262, 0.0118
Si, 6.9187, 1.3111, 25.4744, 0.0107, -0.0245, -0.013
Si, 4.0264, 4.1071, 25.3171, -0.0312, -0.0025, 0.0053
Si, 9.6654, 4.1027, 25.3991, 0.0214, -0.022, 0.0004
Si, 1.4957, 6.8219, 25.346, 0.0187, -0.0071, 0.0037
Si, 6.8965, 6.9514, 25.2357, -0.0044, 0.0263, 0.0117
Si, 4.2283, 9.5373, 25.3223, 0.0107, -0.0125, 0.0179
Si, 9.5301, 9.6466, 25.4292, -0.0235, 0.0087, -0.0009
Si, 2.7822, 0.0059, 26.6363, 0.0113, -0.0082, 0.0404
Si, 8.2193, -0.0129, 26.9233, -0.0043, -0.0061, -0.046
Si, 0.014, 2.7802, 26.8984, 0.0037, 0.0108, -0.0446
Si, 5.452, 2.7386, 26.6579, -0.0247, 0.0067, 0.0683
Si, 2.7547, 5.4512, 26.8196, -0.0047, -0.0071, -0.0347
Si, 8.2266, 5.524, 26.6225, -0.0118, 0.0147, 0.0688
Si, 0.0429, 8.2116, 26.6425, 0.0036, -0.0126, 0.0601
Si, 5.5464, 8.2066, 26.7788, 0.0136, 0.0066, -0.0345
Si, 4.1158, 1.3647, 28.0685, 0.0023, -0.0003, 0.0138
Si, 9.5857, 1.3853, 28.2156, 0.0053, 0.0112, -0.0098
Si, 1.3858, 4.1356, 28.2146, 0.0071, 0.0052, -0.0055
Si, 6.8404, 4.1338, 28.0242, 0.0058, 0.001, 0.0102
Si, 4.1453, 6.8374, 28.1282, 0.0073, 0.0046, -0.0037
Si, 9.6006, 6.8496, 28.0488, 0.001, -0.0001, 0.0124
Si, 1.3984, 9.5827, 28.0435, 0.0029, -0.0024, 0.0201
Si, 6.8388, 9.5535, 28.2135, -0.0058, -0.0076, -0.0053
Si, 0.0318, -0.0183, 29.493, 0.0315, -0.0337, -0.0235
Si, 5.454, 0.0123, 29.5012, -0.0241, 0.0255, -0.0251
Si, 2.7553, 2.717, 29.4952, 0.0237, -0.0288, -0.0214
Si, 8.1767, 2.7686, 29.4854, -0.0325, 0.0335, -0.0239
Si, -0.0185, 5.4974, 29.503, -0.028, 0.0237, -0.0238
Si, 5.4899, 5.4584, 29.4807, 0.0245, -0.0268, -0.0187
Si, 2.7425, 8.2068, 29.4658, -0.0303, 0.0302, -0.0225
Si, 8.2354, 8.1755, 29.4969, 0.0276, -0.0257, -0.0213
Si, 1.3673, 1.3673, 30.8594, 0.1604, -0.0973, 0.0853
Si, 6.8362, 1.3673, 30.8594, -0.1178, 0.1226, -0.0721
Si, 4.1018, 4.1018, 30.8594, 0.1536, -0.0957, -0.0166
Si, 9.5708, 4.1018, 30.8594, -0.1392, 0.1302, -0.052
Si, 1.3673, 6.8362, 30.8594, 0.0138, 0.211, -0.1009
Si, 6.8362, 6.8362, 30.8594, 0.1414, -0.1444, 0.0289
Si, 4.1018, 9.5708, 30.8594, -0.1403, 0.0341, -0.0542
Si, 9.5708, 9.5708, 30.8594, 0.1471, -0.1134, 0.0308
Si, 2.7345, 0, 0.6835, 0.0411, -0.1199, 0.0546
Si, 8.2035, 0, 0.6835, -0.2313, 0.0808, -0.0179
Si, 0, 2.7345, 0.6835, -0.2083, 0.1623, -0.0273
Si, 5.469, 2.7345, 0.6835, 0.0881, -0.1089, 0.0354
Si, 2.7345, 5.469, 0.6835, -0.1716, 0.0826, 0.0221
Si, 8.2035, 5.469, 0.6835, 0.0445, -0.2161, 0.0705
Si, 0, 8.2035, 0.6835, 0.1842, -0.0877, 0.0354
Si, 5.469, 8.2035, 0.6835, -0.0876, 0.105, -0.013
Si, 4.1126, 1.3526, 2.0512, 0.0298, -0.0292, 0.0263
Si, 9.5237, 1.4007, 2.0396, -0.0255, 0.0226, 0.0184
Si, 1.3254, 4.1305, 2.0614, -0.0247, 0.024, 0.0203
Si, 6.8479, 4.0746, 2.0577, 0.0295, -0.0299, 0.0222
Si, 4.0865, 6.8487, 2.0484, -0.0326, 0.0354, 0.0137
Si, 9.5957, 6.8039, 2.0426, 0.0272, -0.0272, 0.024
Si, 1.3737, 9.56, 2.055, 0.0377, -0.0348, 0.0213
Si, 6.8072, 9.587, 2.068, -0.0244, 0.0299, 0.0216
Si, -0.0473, 0.0108, 3.3256, -0.0089, -0.0028, -0.0066
Si, 5.4274, -0.007, 3.5076, 0.0081, 0.0035, -0.0098
Si, 2.7072, 2.7274, 3.3448, 0.0117, 0.0155, 0.0041
Si, 8.158, 2.7021, 3.5125, -0.0023, -0.0016, -0.0105
Si, -0.0431, 5.4565, 3.5234, -0.0066, -0.0078, 0.0047
Si, 5.4543, 5.4507, 3.3566, -0.005, -0.0126, 0.0018
Si, 2.7284, 8.1923, 3.476, -0.0018, -0.0003, -0.0244
Si, 8.2063, 8.168, 3.3388, -0.0135, -0.015, -0.0002
Si, 1.284, 1.3878, 4.667, -0.0144, -0.0203, 0.0651
Si, 6.7888, 1.3257, 4.9413, 0.0094, 0.0011, -0.0601
Si, 4.0534, 4.1004, 4.6892, -0.0108, -0.002, 0.0342
Si, 9.5076, 4.0587, 4.9255, 0.0051, -0.0006, -0.0824
Si, 1.3352, 6.8684, 4.8802, 0.0126, 0.001, -0.0636
Si, 6.8474, 6.7974, 4.6833, 0.0028, 0.0046, 0.0416
Si, 4.0406, 9.5764, 4.9096, 0.0047, 0.0093, -0.0353
Si, 9.5195, 9.5931, 4.6705, 0.0095, -0.0069, 0.0574
Si, 2.4431, -0.0644, 6.1763, 0.0121, 0.0292, -0.0234
Si, 8.2082, -0.1221, 6.2265, -0.009, -0.0247, -0.025
Si, -0.0298, 2.6332, 6.2069, 0.0032, -0.0157, -0.0058
Si, 5.2831, 2.7145, 6.1719, 0.0004, 0.0317, 0.0035
Si, 2.7248, 5.4278, 6.1542, 0.023, 0.0047, -0.0168
Si, 8.0856, 5.4521, 6.2238, -0.0459, 0.0059, 0.0102
Si, 0.0018, 8.3694, 6.1648, -0.0145, 0.0096, -0.0193
Si, 5.5571, 8.1629, 6.1079, 0.0022, -0.0101, -0.0184
Si, 3.3616, 1.8213, 7.3221, -0.0218, 0.0383, 0.0542
Si, 10.1321, 0.6679, 7.3468, 0.0128, -0.0218, 0.0779
Si, 1.7584, 3.6375, 7.3725, 0.0281, -0.0299, 0.0595
Si, 6.1341, 4.5569, 7.4177, -0.0439, 0.0388, 0.0471
Si, 4.5757, 6.3931, 7.2701, 0.0562, -0.0319, 0.0487
Si, 9.189, 7.2481, 7.3223, -0.0064, 0.0113, 0.0469
B, 0.6568, 10.1658, 6.8082, -0.0289, 0.0531, 0.0606
Si, 7.4087, 8.8942, 7.4393, 0.0386, -0.0524, 0.0591
O, 4.4091, 6.9854, 8.8103, -0.0268, -0.0026, 0.0147
O, 1.3996, 4.0172, 8.9509, 0.0016, 0.0151, -0.0064
O, 9.8062, 6.7102, 8.7713, 0.0004, 0.0074, 0.0086
O, 6.0566, 4.2381, 9.0596, 0.0221, -0.0192, 0.0091
O, 3.5563, 1.4448, 8.9257, 0.0133, -0.009, -0.0038
O, 7.1872, 8.9244, 9.1004, -0.0052, 0.0222, -0.0128
O, 9.7763, 0.8729, 8.9746, -0.0059, 0.0054, -0.0142
O, 8.2743, 2.5354, 22.7142, -0.0019, 0.0073, -0.0054
O, 11.0086, 5.549, 22.6183, 0.0044, 0.0064, -0.0046
O, 5.6417, 0.097, 22.6205, 0.0025, 0.0024, -0.0014
O, 5.3042, 5.3972, 22.6208, 0.0155, 0.0059, -0.0086
O, 2.1618, 2.822, 22.4563, 0.013, -0.0053, 0.0019
O, 3.3394, 7.8558, 22.4854, -0.0169, 0.0042, -0.001
O, 8.4027, 8.7392, 22.4117, -0.001, -0.0106, -0.0003
O, -0.1382, 11.2344, 22.7485, 0.0091, -0.0124, 0.0041
Si, 2.2066, 3.0336, 12.8631, 0.0065, -0.0017, -0.0036
Si, 8.7764, 1.2393, 10.2131, -0.004, 0.0074, 0.0101
Si, 1.124, 4.5473, 15.3421, 0.0024, 0.0012, 0
Si, 7.659, 5.5772, 12.1557, -0.0003, -0.0038, 0.0022
Si, 2.4273, 8.1868, 21.183, 0.0031, -0.0026, -0.003
Si, 5.4723, 7.7585, 12.4375, -0.0014, -0.0035, 0.0028
Si, 9.3265, 0.5091, 15.3943, -0.002, 0.0045, 0.0049
Si, 2.9518, -0.0327, 16.6183, -0.0028, 0.0005, 0.0046
Si, 10.5523, 1.1718, 12.4789, 0.0021, 0.0068, 0.0008
Si, 7.7804, 2.8393, 21.208, 0.0027, 0.0035, 0.0008
Si, 9.209, 8.8392, 14.4241, -0.0007, -0.0014, 0.0034
Si, 1.5093, 4.8288, 10.3548, -0.0002, 0.0037, 0.0049
Si, 4.4962, 9.4959, 19.1131, 0.0016, -0.0043, -0.0022
Si, 11.0866, 6.0995, 21.0882, 0.0011, -0.0028, -0.0021
Si, 6.6748, 10.4833, 14.7907, 0.001, 0.0028, -0.0004
Si, 5.3999, 0.7429, 21.1557, 0.0016, 0.002, -0.005
B, 2.7882, 9.7663, 11.1037, 0.0023, -0.0015, 0.003
Si, 0.4463, 10.6442, 21.3729, 0.0006, 0.0013, -0.0024
Si, 5.8659, 5.2621, 21.1121, 0.0031, -0.0003, 0.005
Si, 3.5384, 7.2783, 10.1344, 0.0068, -0.0011, -0.0116
Si, 9.1014, 5.719, 14.823, -0.002, -0.0028, -0.0013
Si, 3.6856, 4.0904, 19.0632, -0.0026, 0.0014, 0.0014
Si, 10.047, 3.6681, 19.2799, 0.0039, -0.0026, 0.0012
Si, 4.3358, 8.6839, 15.3353, 0.0009, -0.0012, -0.0004
Si, 0.5119, 1.956, 17.1071, 0.001, 0.0005, 0.0043
Si, 6.8078, 7.5479, 19.2432, -0.0015, 0.0025, -0.0032
Si, 5.2934, 3.6334, 16.7131, 0.0061, -0.006, -0.0013
Si, 7.8136, 5.0441, 17.497, -0.0021, -0.001, 0.0013
Si, 6.7254, 9.8787, 10.3359, -0.003, 0.0029, 0.0122
Si, 4.4166, 0.9382, 10.1942, -0.0044, 0.0066, 0.0051
Si, 0.2198, 9.1571, 11.9527, 0.0053, -0.0027, 0.0016
Si, 9.1173, 8.6377, 20.934, 0.0032, 0.0013, -0.0104
Si, 4.5947, 1.6865, 14.5452, 0.0035, 0.0049, -0.0049
Si, 2.4592, 2.0996, 21.0245, -0.0025, -0.0014, -0.0066
Si, 6.4478, 3.2677, 10.3133, -0.0039, 0.0074, 0.0002
Si, 3.4847, 5.9451, 16.7042, -0.0013, 0.0047, 0.0034
Si, 10.0133, 6.6366, 10.3795, -0.0015, -0.004, 0.0026
O, 0.1273, 2.6174, 18.5484, -0.0125, 0.0173, -0.0106
O, 2.9908, 9.6349, 15.5471, 0.0232, 0.0009, 0.0102
O, 10.8767, 4.8065, 20.1145, -0.0097, 0.0041, 0.003
O, 7.6704, 2.3439, 9.7416, -0.0006, -0.014, 0.0156
O, 10.9486, 5.346, 10.7984, -0.0054, 0.0141, -0.0152
O, 6.5892, 6.6335, 12.8049, 0.0041, 0.0049, -0.018
O, 10.6962, 8.0718, 10.8216, 0.0021, -0.0101, 0.006
O, 7.7288, 9.4799, 13.9589, 0.0143, 0.0017, 0.0365
O, 8.5414, 6.391, 11.0449, 0.0137, -0.0101, 0.0091
O, 5.3627, 10.4986, 20.0516, -0.0125, 0.0074, 0.0076
O, 2.2579, 3.8208, 11.4188, -0.0138, 0.005, -0.008
O, 7.9846, 8.5625, 19.7573, -0.0048, -0.016, 0.0146
O, 6.2153, 6.7427, 20.5389, 0.0052, -0.0135, -0.019
O, 5.5544, 2.7199, 15.3888, 0.0039, -0.0044, -0.0022
O, 1.316, 0.9412, 20.6861, 0.0163, 0.0041, 0.0228
O, 6.1515, 9.0122, 11.6057, 0.0016, -0.0101, -0.0174
O, 4.6448, 4.9903, 16.0751, -0.0122, -0.0016, 0.0293
O, 6.6344, 3.9255, 17.5968, -0.0006, 0.0174, -0.0067
O, 10.7074, 10.6942, 11.671, 0.0047, -0.0028, 0.0162
O, 5.616, 0.5183, 13.9412, -0.0028, 0.0081, 0.0376
O, 8.0394, 5.1758, 15.9044, 0.0186, 0.005, 0.0036
O, 9.7742, 9.8714, 15.5681, -0.0202, 0.0146, -0.0302
O, -0.3602, 5.1563, 15.1655, -0.0038, 0.0008, -0.0008
O, 1.5814, 6.8414, 20.7746, -0.0082, 0.0146, 0.0179
O, 1.5321, 0.6507, 17.125, -0.0021, 0.0163, -0.0044
O, 6.6061, 1.7819, 20.7884, -0.0003, 0.0023, 0.0186
O, 1.0583, 1.8684, 12.7668, -0.0058, 0.0103, -0.0026
O, 3.281, 5.5055, 18.2915, 0.0186, -0.0237, -0.0212
O, 9.6072, 1.9861, 11.4235, 0.0001, -0.0145, -0.0053
O, 1.1424, 3.1629, 16.2064, -0.0111, 0.0018, -0.0016
O, 8.6671, 5.1471, 13.3628, -0.0074, 0.0194, 0.0047
O, 10.3865, 8.6965, 13.3046, 0.004, 0.0135, -0.0054
O, 1.4635, 9.4084, 21.6577, -0.0004, 0.0076, -0.0112
O, 10.0904, 9.9439, 20.6051, -0.0064, -0.0218, 0.0175
O, 3.3547, 0.1003, 11.179, 0.0134, 0.0119, -0.0165
O, 5.2074, 2.2716, 10.7983, 0.0214, -0.0086, -0.0239
O, 1.7662, 4.2008, 13.8975, -0.0028, -0.0162, 0.0123
O, 7.9773, 10.8435, 10.7756, -0.0135, 0.0123, -0.0283
O, 9.1671, 4.4869, 18.1844, -0.0106, -0.0082, 0.0079
O, 5.7062, 9.5365, 15.7349, -0.0077, 0.0062, -0.0268
O, 5.5497, -0.1193, 9.7149, 0.0004, 0.0035, 0.0209
O, 3.6396, 2.367, 13.377, -0.014, -0.0031, 0.0149
O, 2.0294, 5.7234, 16.0088, 0.0144, -0.0183, 0
O, 9.7629, 1.011, 13.8963, 0.0046, -0.0108, 0.0045
O, 4.3941, 7.007, 11.4832, 0.0046, 0.0225, -0.0129
O, 4.7712, 4.4958, 20.1974, 0.0059, 0.0082, -0.0029
O, 10.0249, 1.4479, 16.4975, 0.0142, -0.0109, -0.0182
O, 6.9148, 4.2484, 11.5459, 0.0065, 0.0104, -0.01
O, 5.6017, 8.4185, 18.565, 0.0086, -0.0041, 0.025
O, 9.0773, 2.7496, 20.2232, -0.0062, 0.0216, -0.0022
O, 3.6395, 1.1417, 15.7405, 0.0029, -0.0088, -0.0156
O, 4.2585, 3.0856, 17.8808, -0.0075, 0.0363, 0.0097
O, 9.9291, 7.2226, 20.8704, 0.0059, 0.0038, 0.0071
O, 3.1525, 8.8837, 10.0991, 0.0066, -0.0195, 0.0025
O, 4.0268, 7.4447, 16.3591, -0.0057, -0.0033, -0.0154
O, 7.6927, 0.5509, 15.6032, 0.0149, -0.0146, -0.022
O, 9.0167, 7.3385, 14.9731, 0.0037, 0.0004, -0.0091
O, 3.943, 1.4524, 21.1383, 0.0004, 0.0028, -0.0021
O, 1.8559, 9.3147, 12.0363, -0.0164, -0.0061, -0.006
O, 2.3025, 6.2365, 10.148, 0.0062, -0.0095, 0.0029
O, 7.3726, 6.4748, 18.1485, 0.0004, -0.0107, 0.0082
O, 7.2327, 4.3738, 21.112, -0.0173, -0.0119, -0.0021
O, 4.6376, 8.2312, 13.7774, 0.0134, -0.0042, -0.0006
O, 3.3439, 8.6703, 19.931, 0.0054, 0.0103, 0.0087
O, 2.5143, 3.2448, 19.8399, 0.0181, -0.0143, 0.0175
O, 3.7621, 10.377, 17.9434, -0.0032, -0.0054, -0.0035

Results
free energy: -129672.647 eV
free energy less fixed offsets of B -155.45, O -569.03, Si -635.61 eV per atom: -5.407 eV

The program warned: the cutoff lies below the one the program advises for these potential files; the forces do not sum to zero within the program's tolerance; the exchange-correlation potential is rough where the density is thin.
